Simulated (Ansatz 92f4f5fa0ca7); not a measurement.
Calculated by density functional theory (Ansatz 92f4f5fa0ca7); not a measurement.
Periodic cell of 192 atoms, Si128O64, from a study of silicon, its oxide and their interface. The atomic structure is a simulated model.
This geometry differs little from another in the collection (a relaxation step or a small displacement).

Settings: functional r2SCAN; potential files Ansatz PAW; basis plane waves; wave-function cutoff 800 eV; density cutoff ratio 5; exchange-correlation grid ratio 1; k mesh 1 x 1 x 1, shifted by 0.5 0.5 0 of a step; self-consistency stop 1e-10 eV per atom in the density residual; occupations fixed; spin none; net charge 0.

Cell vectors (angstrom)
a 10.888 0 0
b 0 10.888 0
c 0 0 28.4753

Atoms and the computed forces on them: element, x, y, z (angstrom), force x, y, z (eV/angstrom)
Si 0.4926 -0.5893 0.1936 0.0057 0.0045 -0.0162
Si 4.1074 4.0403 1.4848 0.0046 0.004 -0.0015
Si -1.5785 4.0817 1.2903 -0.0014 0.0001 -0.0014
Si 2.2324 8.6766 0.3381 0.0023 0.0002 -0.014
Si 5.5467 3.0614 -4.3514 -0.0022 -0.0012 -0.006
Si 10.1749 5.6502 -0.1723 0.0012 0.0028 -0.0101
Si 8.3403 8.1953 0.3484 0.0048 -0.0047 -0.0189
Si 12.3623 5.6459 -4.4276 0.0012 0.0009 -0.0084
Si 1.3364 1.4037 1.1606 0.0018 -0.0001 0.0015
Si 5.4897 5.1371 -0.0459 -0.0045 -0.0056 -0.0125
Si 1.4535 6.8441 1.4981 0.0011 0.0009 -0.0049
Si 4.0154 9.6129 1.4532 0.0057 -0.0028 -0.0001
Si 6.765 1.3589 1.3277 -0.0006 -0.0007 0.0038
Si 7.7816 2.9538 -0.0846 -0.0013 0.0009 -0.0064
Si 3.5615 4.5477 -2.3361 -0.0004 0 -0.0169
Si 9.641 9.5683 1.6279 -0.0023 -0.0007 0.013
Si -0.0489 2.7597 2.5568 0.0022 -0.0018 -0.0023
Si 2.6345 0.1029 2.7491 -0.0033 0.0026 0.0014
Si -0.0014 8.0811 2.9028 0.0027 -0.0017 -0.0029
Si 2.7715 5.4422 2.8011 -0.0005 -0.0035 -0.0032
Si 5.4536 2.6765 2.8082 0.0009 0.0002 -0.005
Si 8.1635 0.0775 2.7476 -0.0011 0.0009 0.0021
Si 5.3847 8.1817 2.7128 0.0002 0.0002 -0.0033
Si 8.0114 5.4747 2.6875 0.0015 0.005 -0.0023
Si 1.3157 4.066 4.0263 0.0015 0.0003 -0.0022
Si 4.0404 1.3634 4.1381 0 -0.0046 -0.0024
Si 1.3601 9.5446 4.134 -0.0026 -0.0028 -0.0069
Si 4.0929 6.8315 4.1447 0.0008 -0.0006 -0.0015
Si 6.7754 4.0923 4.1264 0.0032 -0.0008 0.0019
Si 9.537 1.437 4.056 -0.0014 0.0003 -0.0004
Si 6.7966 9.5362 4.0566 0.0028 0.0001 -0.0007
Si 9.4301 6.7498 4.1208 -0.004 -0.003 -0.0013
Si -0.0309 0.0252 5.4424 0 0.0018 -0.0011
Si 2.6735 2.7407 5.453 0.0032 0.001 -0.0012
Si -0.0324 5.4084 5.4255 -0.0004 -0.0053 -0.0002
Si 2.7263 8.191 5.4817 -0.0005 0.001 -0.0012
Si 5.4259 -0.0163 5.4403 -0.0001 -0.0011 0.0006
Si 8.1858 2.7551 5.4535 0.0004 0.0015 -0.0004
Si 5.4388 5.4534 5.4964 -0.0004 -0.0031 0.0027
Si 8.1348 8.1714 5.4565 -0.0034 -0.0024 -0.0014
Si 1.3447 1.3547 6.8175 0.0004 0 -0.0013
Si 4.0525 4.0895 6.8223 0.0012 -0.0007 -0.0001
Si 1.3397 6.7883 6.7754 0.0009 -0.0019 -0.0014
Si 4.0984 9.524 6.8303 0.0015 -0.0017 0.001
Si 6.8067 1.3621 6.7722 0.0005 -0.0011 -0.0001
Si 9.5451 4.0727 6.833 0.0004 0.0001 -0.0006
Si 6.8184 6.8024 6.8439 0.0004 0.0003 0.0021
Si 9.5149 9.5296 6.8055 0.0012 -0.0012 -0.0004
Si 0.0013 2.7111 8.1883 -0.0006 -0.0021 -0.0003
Si 2.7265 -0.002 8.1648 0.0007 -0.0012 0.0017
Si 0.0076 8.1475 8.1502 0.0024 -0.0011 -0.0001
Si 2.7089 5.4634 8.1717 0.0001 0.0009 -0.0006
Si 5.4533 2.7146 8.1521 0.0003 -0.0024 0.0008
Si 8.1382 -0.0064 8.1513 -0.0004 -0.0003 0.0002
Si 5.4534 8.1658 8.1741 0.0005 -0.0027 0.0012
Si 8.1991 5.4303 8.1895 -0.0013 -0.0002 -0.0007
Si 1.3936 4.0607 9.5262 0.0036 -0.0021 -0.0001
Si 4.1196 1.3294 9.5186 -0.0031 -0.0001 0.0018
Si 1.4025 9.4787 9.5073 -0.0009 0.0027 0.0023
Si 4.1002 6.8205 9.5204 0.0007 -0.0011 -0.001
Si 6.8179 4.0719 9.531 0.0003 -0.0012 0.0017
Si 9.4926 1.3502 9.5043 0.0008 0.0006 0.0022
Si 6.7983 9.5178 9.5342 0.0019 -0.0067 0.0024
Si 9.5656 6.7839 9.5436 -0.003 -0.0017 0.0001
Si -0.0164 -0.0506 10.7732 0.0003 -0.0013 0.001
Si 2.8054 2.7188 10.864 0.0035 0.0047 0.0004
Si 0.0648 5.4196 10.8988 -0.006 0.006 -0.003
Si 2.8143 8.1885 10.926 0.0033 -0.0049 -0.0025
Si 5.4268 -0.0517 10.9313 -0.004 0.0051 -0.0013
Si 8.1287 2.6719 10.9117 0.0035 -0.0002 0.0004
Si 5.4728 5.4759 10.8678 -0.0054 -0.0017 0.0022
Si 8.1473 8.1295 10.8613 0.0023 -0.0006 0.0019
Si 1.4051 1.2631 12.0584 0.0061 0.0002 -0.0022
Si 4.1777 4.11 12.2375 -0.0025 -0.0043 -0.0036
Si 1.5123 6.7656 12.2246 0.0074 -0.0066 -0.0013
Si 4.1474 9.5068 12.4243 0.0001 -0.0004 -0.004
Si 6.7266 1.3145 12.3002 0.0031 0.0096 0.004
Si 9.5365 4.0498 12.1965 0.0023 0.0014 0.0005
Si 6.7851 6.8352 12.293 0.0004 -0.0007 0.0025
Si 9.5057 9.5083 12.1428 0.0033 0.0018 0.0038
Si 0.1111 2.6314 13.3834 -0.0074 0.0096 0.0045
Si 2.6751 0.0508 13.6331 -0.0009 0.0077 -0.0034
Si 0.0695 8.1574 13.3689 -0.0148 -0.0084 0.004
Si 2.8746 5.429 13.6807 -0.0064 0.0005 -0.0016
Si 5.4387 2.7458 13.7111 0.0068 0.0014 0.0064
Si 8.1319 -0.0877 13.5588 -0.0063 -0.0054 -0.0025
Si 4.3801 6.5438 15.2296 -0.0045 0.0035 -0.0009
Si 8.1694 5.4188 13.539 -0.0002 -0.0074 -0.0044
Si 1.6316 3.7608 14.7679 0.0102 -0.0069 0.0067
Si 3.4278 1.968 14.825 -0.0057 0.0017 0.0052
Si 1.2511 9.512 14.8734 0.0155 -0.0259 0.024
Si 5.5409 8.1399 13.8813 0.0049 -0.0042 -0.0004
Si 7.0772 3.945 15.0357 0.0031 -0.006 -0.0033
Si 9.6418 1.2506 14.7047 0.0074 -0.0016 -0.0117
Si 6.4716 11.2724 17.7286 -0.0084 0.0012 0.0019
Si 9.1211 8.3076 16.2113 0.0073 -0.0257 0.0196
Si 0.3841 1.3847 20.742 0.009 -0.0007 0.0112
Si 4.4814 2.4555 17.5014 -0.0026 0.0024 0.0141
Si -1.8619 3.0388 16.0616 -0.0016 -0.0067 0.0221
Si 3.0647 7.7289 16.7236 -0.0449 0.0155 0.0229
Si 7.1167 -1.4864 15.2401 -0.0012 0.018 0.0112
Si 12.4365 5.9926 18.9714 -0.0028 0.0046 0.0013
Si 5.7409 5.0437 16.5799 -0.0013 -0.006 0.0232
Si 9.771 6.6386 14.6914 -0.002 -0.0111 -0.0022
Si 5.1226 -10.6547 28.5666 -0.0011 0.0052 -0.0062
Si -4.2489 -4.0464 29.7197 -0.0013 -0.0036 0.0044
Si 21.2842 32.1702 16.0823 -0.0052 0.007 0.0052
Si -18.9536 -5.6223 21.624 0.0014 -0.0039 0.008
Si -2.8583 -9.1668 25.5663 -0.0039 0.0016 -0.0185
Si 9.3668 11.9559 18.3579 -0.0058 -0.0051 0.0235
Si -8.2067 10.2757 21.0499 -0.0016 0.0042 0.0075
Si 7.348 18.5593 24.4385 -0.0022 -0.0018 -0.0129
Si -32.8947 37.4939 15.9929 -0.0029 0.0086 -0.0086
Si 1.0423 8.8642 26.2178 -0.0036 -0.0056 -0.0224
Si -6.3906 31.1038 18.7618 0.0046 0.0064 0.0194
Si -14.8623 14.067 21.5563 -0.0021 0.0015 0.0079
Si -0.8603 6.352 25.503 -0.0015 0.002 -0.0177
Si 7.4894 5.3397 19.2924 0.0005 0.001 0.0208
Si -19.1957 14.1986 19.603 -0.0034 0.0004 0.0164
Si -34.3043 12.4787 22.8174 -0.0028 -0.0014 -0.0017
Si 2.4513 30.3243 23.6581 0.0058 -0.0029 -0.0086
Si -15.2612 18.8977 20.4291 -0.0015 0.0022 0.0102
Si -33.35 6.066 18.053 0.0059 -0.0032 0.0165
Si -5.7221 33.5797 22.1867 -0.002 0.0032 0.0003
Si -3.9131 9.8273 26.5088 0.0006 0.0017 -0.0178
Si 7.5419 31.6615 22.2901 -0.0054 0.0047 -0.0002
Si -18.7312 13.4738 28.4559 0.0024 -0.0005 -0.012
Si 26.704 -3.7001 22.9559 -0.0007 0.0016 -0.0026
O -16.9851 1.7594 -4.9582 -0.0013 0.0038 0.004
O -15.6065 25.6436 -5.6338 -0.0002 0.0026 0.0042
O -5.5603 -11.0703 -9.7571 -0.0014 -0.0041 -0.0094
O -2.3577 17.6519 -3.418 0.0041 0.0031 0.0051
O 18.3888 20.1407 -7.6914 -0.0015 -0.0004 -0.0052
O -6.3658 5.4546 -1.3558 0.0063 0.0004 0.017
O -4.797 21.4318 -5.8518 -0.0035 0.0017 -0.0026
O 1.2998 21.8448 -7.8952 -0.0017 -0.0004 -0.0012
O 4.5066 3.92 -3.4884 -0.0017 0.002 0.0031
O -29.3584 -1.4801 -8.6355 0.0054 0.0017 -0.0152
O -7.1007 33.1399 -6.9823 -0.0028 -0.0061 -0.0024
O -6.8662 8.1879 -4.6179 -0.002 -0.0018 0.0022
O -1.4691 7.0872 -0.154 0.0079 0.0006 0.0154
O 9.4971 -3.355 -10.8069 0.0036 0.0162 -0.0134
O -0.1039 16.4059 -4.1329 -0.0038 0.0038 0.0092
O 5.6342 10.3782 -1.2672 -0.0032 -0.0008 0.0138
O 2.4315 17.8407 18.0032 0.0145 0.0087 -0.0232
O 2.2201 -2.5924 27.1953 0.0017 0.0007 0.02
O -17.7278 -4.9128 22.3828 -0.002 -0.0032 0.0007
O -19.4894 9.3433 22.2855 0.0008 0 0.0012
O -23.6061 27.0092 18.8872 0.0011 0.002 -0.0029
O 6.037 -9.0309 21.1807 -0.0016 0.0024 -0.0012
O -8.4808 5.3847 25.3584 0.0024 0.0002 0.0025
O 6.4349 21.3648 16.3141 0.0125 -0.0044 -0.0098
O -13.3896 2.7317 22.0567 -0.002 0.0009 0.0004
O 8.6708 -10.7628 22.4365 -0.0031 0.0044 -0.0006
O 12.8818 15.3417 18.6089 -0.0088 0.002 -0.0078
O 23.6447 -24.3423 15.8275 0.0269 0.0019 -0.0004
O 6.023 12.8288 17.572 0.0031 -0.0015 -0.007
O 22.6018 27.6672 28.7658 -0.0022 0.003 0.0021
O -9.5974 13.4941 20.2368 0.0033 0.0043 -0.0061
O 4.5525 4.0159 17.0757 0.0079 0.002 0.003
O 6.5664 -16.307 17.948 -0.0057 -0.0033 -0.0154
O 1.6653 -14.618 23.5213 0.0018 0.0032 0.0035
O -12.5906 1.8325 24.4269 -0.0031 0.0005 0.0048
O -11.7277 5.2834 26.7296 -0.0021 0.0046 0.0151
O -28.5733 1.3897 28.0434 0.0007 -0.0022 0.0096
O -26.0426 30.3742 25.54 -0.0007 0.0027 0.0012
O 16.3676 18.8474 21.6615 0.0014 0.001 -0.0033
O -14.7355 14.9852 20.2339 -0.001 0.007 -0.0077
O 6.6575 4.0772 27.9331 -0.0005 0.0017 0.0081
O 7.3427 -15.1176 20.2149 -0.0007 0.0027 -0.0023
O 12.6739 9.382 24.8727 -0.0017 -0.0055 0.0094
O 7.9683 20.1154 27.6217 0.0083 -0.0043 0.0105
O -7.4646 25.7901 20.7957 -0.0076 -0.0025 -0.009
O -21.893 12.5232 22.2653 -0.0041 -0.0022 -0.0017
O 17.0814 6.7017 23.8379 0.0036 -0.002 0.0018
O 12.7337 15.5873 22.791 0.0014 0.0007 -0.0026
O -22.7351 1.2852 19.844 -0.007 0 -0.0096
O -8.8747 27.9783 20.5427 -0.0044 0.0005 -0.0102
O -11.2801 -10.714 17.5966 -0.0146 -0.0075 -0.0144
O -24.7164 0.2759 18.3704 0.0086 0.0046 -0.0094
O -25.9245 67.8852 25.0852 -0.0003 -0.002 0.0045
O 3.8999 30.7712 17.3097 -0.009 -0.0145 -0.0222
O -1.8159 -8.3946 17.632 0.004 0.0055 -0.0164
O 2.8126 36.0842 27.0547 -0.0018 -0.0038 0.0052
O 5.6058 8.2006 19.1094 -0.0039 0.0028 -0.0088
O -7.1696 12.4468 16.3922 -0.0026 -0.0007 -0.0142
O 0.2917 10.0852 27.0137 0.004 0.0026 0.0139
O 7.9127 8.6648 23.2923 0.0018 0.0023 0.0055
O -0.027 7.7034 25.8521 0.0063 0.0058 0.005
O -14.0856 11.0304 25.7084 0.001 -0.0024 0.0042
O -24.2171 24.089 27.0255 0.0008 0.0055 0.0153
O -18.1848 2.3185 18.8407 0.0045 0.0006 -0.0079

Results
free energy: -118372.837 eV
free energy less fixed offsets of O -570.45, Si -639.56 eV per atom: -0.357 eV

The program warned: the cutoff lies below the one the program advises for these potential files; the forces do not sum to zero within the program's tolerance; empty levels may hold ghost states of the PAW files; the exchange-correlation potential is rough where the density is thin.
